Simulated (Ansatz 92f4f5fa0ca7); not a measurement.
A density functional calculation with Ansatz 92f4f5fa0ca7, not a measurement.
Periodic cell of 200 atoms, Si117O83, from a study of silicon, its oxide and their interface. The atomic structure is a simulated model.

Settings: functional PBE; potential files Ansatz PAW; basis plane waves; wave-function cutoff 700 eV; density cutoff ratio 5; exchange-correlation grid ratio 2; k mesh 2 x 2 x 1, shifted by 0.5 0.5 0.5 of a step; self-consistency stop 5e-08 eV per atom in the density residual; occupations Fermi-Dirac, 0.05 eV; spin none; net charge 0.

Cell vectors (angstrom)
a 11.5983 0 0
b 0 11.5983 0
c 4.2696 -2.211 26.9834

Atoms and the computed forces on them: element, x, y, z (angstrom), force x, y, z (eV/angstrom)
Si 2.5038 7.6887 -0.4803 0.0521 0.2733 -0.2432
Si 2.7998 1.6944 0.454 0.2275 -0.8204 0.0734
Si 1.0438 3.1788 -0.0457 -0.2603 0.7478 -0.479
Si 10.211 9.8063 -1.5034 0.1034 -0.0374 -0.0905
Si 4.1939 3.5036 0.917 0.4074 0.0729 -0.0418
Si 5.0256 5.8623 -0.7488 -0.2524 -0.1136 -0.1406
Si 11.3978 7.926 0.5068 0.3291 0.1991 -0.0202
Si 8.8 1.5472 1.2008 -0.2541 -0.1659 -0.0536
Si 9.4065 3.5887 -0.0587 0.236 -0.4799 0.4237
Si 7.6984 9.2463 1.8919 0.534 0.5398 0.3295
Si 7.3978 1.4192 3.1926 0.0609 -0.3031 0.0733
Si 7.1161 6.8395 1.5754 -0.8016 -0.3538 -0.3997
Si 7.9708 11.1049 0.2152 -0.1652 0.1155 -0.0542
Si 10.8489 1.2175 2.3043 0.026 0.1924 0.4555
Si 9.2443 5.7132 1.3271 0.7082 0.1398 0.0263
Si 13.6987 8.3768 2.3522 0.0007 0.1993 -0.3147
Si 13.3472 0.8179 2.3346 -0.1822 -0.2771 0.1731
Si 14.1566 4.4153 2.2391 -0.2304 0.3947 0.316
Si 6.5642 -0.9488 3.6192 -0.0928 0.1377 -0.0311
Si 5.9383 3.2208 3.3701 0.1005 -0.3299 -0.1311
Si 6.3278 5.7021 3.579 -0.2852 -0.1342 0.2007
Si 9.9913 -1.5702 3.7884 0.1544 -0.1165 0.0257
Si 10.3761 2.9341 3.9607 0.255 0.1856 0.0402
Si 10.1159 5.3534 3.6261 0.1316 -0.1414 0.1831
Si 13.9659 -1.221 3.5462 0.0419 -0.004 0.0323
Si 13.9884 2.5779 3.763 -0.1311 0.1965 -0.0547
Si 14.0787 6.3485 3.5427 0.002 0.0248 0.1918
Si 4.4331 -1.2818 4.8392 0.0882 -0.0818 0.038
Si 4.3363 2.5453 5.0607 0.2443 0.1978 -0.0852
Si 4.3902 6.2914 4.9433 0.0523 -0.1118 0.008
Si 8.1804 -1.4913 5.2479 -0.1836 0.1168 0.0454
Si 8.4435 2.2504 5.1084 0.3531 -0.2305 -0.01
Si 8.2128 5.9984 4.9636 0.157 0.1886 -0.0568
Si 12.1282 -1.5804 4.991 -0.1314 -0.0144 0.1278
Si 12.2493 2.5031 5.2789 -0.0287 0.0942 0.0791
Si 12.1351 6.1438 4.8854 -0.0594 -0.002 -0.1475
Si 4.4082 8.2733 6.2695 -0.0756 -0.0135 -0.086
Si 4.4242 0.5487 6.3782 0.0996 0.0926 -0.0128
Si 4.2815 4.4269 6.4824 -0.018 -0.0011 0.0111
Si 8.1768 8.0137 6.3165 0.01 -0.1818 -0.0314
Si 8.3453 0.4352 6.5659 0.1761 0.1051 0.1419
Si 8.1085 4.1951 6.425 0.0068 -0.0453 0.207
Si 12.1632 8.0655 6.3106 0.0945 -0.1382 -0.0203
Si 12.21 0.404 6.3868 -0.1434 0.0153 -0.2071
Si 12.2337 4.4457 6.5481 -0.1636 -0.0749 -0.0644
Si 6.2619 8.0585 7.7456 0.0598 0.0553 0.0292
Si 6.3357 0.52 7.7963 -0.1291 -0.1195 -0.0518
Si 6.21 4.3209 7.8585 -0.0061 0.0365 -0.0606
Si 10.181 8.103 7.5685 0.0778 0.049 -0.121
Si 10.34 0.4941 7.7658 0.0717 -0.0514 -0.0768
Si 10.1554 4.3117 7.6408 0.1203 -0.0376 -0.136
Si 14.0913 8.1654 7.7873 -0.0677 -0.0521 -0.0804
Si 14.0952 0.4664 7.8481 -0.0229 -0.0722 0.0489
Si 14.073 4.3858 8.0382 0.0113 0.0346 0.0267
Si 6.3143 -1.5303 8.9791 -0.0441 -0.0052 -0.1741
Si 6.2762 2.412 9.2302 -0.0457 0.0972 0.0047
Si 6.1623 6.1922 9.333 -0.0187 -0.0972 -0.0367
Si 10.3384 -1.5436 8.859 -0.1963 -0.0685 0.0277
Si 10.3732 2.4632 9.0518 -0.2962 0.0425 0.0039
Si 10.0579 6.2209 8.953 -0.2325 -0.0191 -0.0461
Si 14.0792 -1.5073 9.2302 0.0422 0.0314 0.0558
Si 14.0124 2.3631 9.3617 -0.0349 0.0673 -0.1089
Si 14.0939 6.3324 9.3934 0.0474 0.0011 0.0939
Si 4.5355 -1.5892 10.5105 -0.0686 -0.1047 -0.171
Si 4.3783 2.3123 10.6903 -0.0034 0.0597 -0.0746
Si 4.347 6.1907 11.0136 -0.0138 -0.1475 0.047
Si 8.3586 -1.5537 10.0787 0.1943 -0.0194 -0.2432
Si 8.3946 2.4433 10.301 0.1902 0.2075 -0.3055
Si 8.2321 6.1906 10.4873 0.2047 -0.0598 0.0423
Si 12.0186 -1.452 10.5235 0.0104 -0.0823 -0.0385
Si 12.0396 2.4763 10.7776 -0.0211 -0.0361 -0.0449
Si 11.9035 6.3042 10.3479 0.0245 0.0505 -0.0567
Si 4.8835 8.2785 12.1025 0.1682 0.3038 0.125
Si 4.8537 0.3182 11.8065 0.1334 -0.1337 0.0868
Si 4.4565 3.9577 12.4239 0.1812 -0.4231 0.1127
Si 8.7647 8.2462 11.5049 -0.4451 0.1954 0.3908
Si 8.8711 0.3824 11.247 -0.3687 -0.0684 0.4759
Si 8.9308 4.2495 11.7719 -0.2461 -0.1926 0.1304
Si 11.1588 8.1999 11.5474 0.0474 0.1977 0.0023
Si 11.2041 0.4443 11.775 -0.0391 -0.0779 0.2578
Si 11.3625 4.5632 11.8369 0.0205 0.2664 0.2901
Si 7.1005 8.8438 13.1453 0.6142 0.1836 0.0003
Si 7.0722 0.3309 12.7254 0.6631 0.0215 0.4023
Si 7.4577 3.3811 13.4657 0.4358 -0.094 -0.1598
Si 13.7582 7.6385 15.1093 0.5338 -0.2879 0.1256
Si 12.4171 0.3431 14.6157 0.0034 -0.0052 0.1679
Si 13.0182 2.4656 16.7057 0.0283 0.043 0.0323
Si 3.8778 8.9776 14.154 0.187 -0.1572 0.0829
Si 3.8229 -0.1366 13.8698 -0.0457 0.1281 -0.144
Si 4.1359 2.4921 15.202 -0.0327 -0.0669 0.2179
Si 6.4087 4.55 15.8777 0.0426 -0.11 -0.0096
Si 12.8282 9.3516 16.4676 -0.1519 -0.1162 0.1724
Si 10.8569 4.9568 20.6403 0.0692 0.0219 0.0014
Si 11.9487 6.7318 14.0511 -0.2512 -0.1167 0.2147
Si 6.1703 7.5037 15.5885 0.0743 0.0867 -0.0066
Si 8.5569 -2.213 20.413 0.0691 -0.0602 -0.0671
Si 15.7239 -1.9346 23.3854 0.0198 -0.0301 -0.216
Si 14.5984 -2.3218 18.9292 -0.0893 -0.014 -0.0135
Si 6.7645 0.6277 21.9193 0.026 -0.1465 0.0115
Si 13.4793 5.4402 17.1313 -0.1526 0.0648 0.0046
Si 9.3423 9.3552 25.9326 0.1527 -0.1651 -0.1763
Si 13.2146 -2.0976 21.7771 0.0713 -0.189 -0.0297
Si 8.3998 9.7972 23.2568 -0.0932 -0.1341 -0.0789
Si 11.7982 0.5506 22.1118 0.0031 -0.0546 -0.1363
Si 9.3009 0.7505 20.5657 -0.0703 0.0021 -0.0592
Si 6.6961 6.2989 18.2681 -0.2621 -0.0807 -0.0831
Si 8.8801 6.6904 18.9836 0.0141 0.0146 0.068
Si 13.2946 6.4705 21.5043 -0.0526 0.0671 -0.0485
Si 16.461 1.0289 24.0729 0.1704 -0.1046 -0.3573
Si 8.1172 7.1948 24.5006 -0.0157 -0.0599 -0.2227
Si 11.008 7.1214 16.8647 0.1883 0.1503 0.1068
Si 13.4588 1.91 24.5422 -0.0217 0.2395 -0.515
Si 11.7104 2.1255 19.5668 0.0464 0.095 -0.1544
Si 13.0629 5.1103 24.1067 -0.0687 0.0862 -0.2454
Si 17.1039 -1.7296 20.674 0.0497 0.0141 0.0364
Si 10.1327 5.0171 23.6557 -0.1227 0.2849 -0.1385
Si 3.6955 6.3543 19.1726 0.0073 -0.0374 0.03
O 0.9589 7.206 -0.4084 -0.1514 -0.1184 0.0464
O 8.8868 10.6845 -1.1144 -0.1632 0.0815 0.1096
O 1.3401 4.3737 1.074 -0.2384 -0.301 -0.053
O 11.0345 9.396 -0.1485 -0.0498 -0.0756 0.0822
O 2.8839 8.524 0.8826 -0.0352 -0.097 0.1556
O 5.4041 2.8659 1.8132 -0.175 0.404 -0.1006
O 6.0799 6.6213 0.2401 0.4464 0.1363 0.356
O 12.0712 8.2358 1.9751 -0.1507 -0.0367 0.0299
O 11.006 2.9867 -0.0186 -0.27 0.1087 0.0364
O 9.2907 9.0958 2.5603 -0.2565 0.0141 0.0487
O 10.1688 6.8861 0.5589 -0.2977 -0.1857 0.0598
O 10.3051 -0.1124 3.1397 -0.0411 0.2112 -0.0831
O 6.0559 3.9852 12.833 -0.0157 0.0609 0.0151
O 3.6914 3.317 13.8191 0.0395 0.3234 -0.502
O 11.5692 8.0458 13.1494 -0.1452 -0.1516 -0.1712
O 13.8458 0.3651 13.8225 0.0127 0.0693 0.0054
O 11.285 0.3158 13.4503 -0.0402 0.0395 -0.3362
O 14.5976 2.2717 16.3647 0.1226 0.0328 -0.182
O 11.9189 5.2522 13.3031 -0.1284 -0.0979 -0.3065
O 3.5183 6.4438 -0.5784 0.0768 -0.1092 0.0589
O 13.4682 5.2312 22.5379 0.0062 -0.0635 0.1151
O 7.4883 8.4944 23.7237 0.1186 0.0934 0.0501
O 11.5176 5.6288 24.2833 0.058 -0.0526 0.0628
O 9.6833 3.8007 24.6489 0.0564 -0.0773 0.2088
O 4.8943 4.2784 -0.3663 0.1408 -0.0425 -0.0952
O 1.3417 3.7505 -1.5646 -0.0355 0.1087 0.1055
O 10.7355 9.4719 26.7599 -0.1063 -0.0258 -0.1538
O 15.4437 -3.1297 24.4693 -0.0169 -0.0997 0.0711
O 2.6066 8.6156 -1.8187 -0.0185 -0.105 0.2189
O 13.0447 -3.6694 22.2356 0.0059 0.0339 -0.0338
O 6.9342 -2.4401 20.3125 -0.0918 0.0286 -0.0314
O 13.2034 3.5486 24.5481 0.0136 -0.1799 0.129
O 7.3557 7.9961 14.5571 -0.2658 0.0039 0.0187
O 7.5026 -0.5015 22.8745 -0.0074 0.0728 0.0398
O 7.6732 4.0299 14.9632 -0.1688 0.0382 0.1517
O 7.1013 10.478 13.6045 -0.2043 -0.1881 -0.3989
O 10.8794 6.6498 15.3053 -0.0385 -0.1081 -0.1348
O 6.8408 4.8795 17.419 -0.0675 0.0969 -0.0488
O 11.4104 8.7141 17.0414 -0.1992 0.015 0.1178
O 12.1748 1.6593 15.5631 -0.0375 -0.1211 -0.1692
O 9.5886 6.7219 17.5133 -0.0151 -0.027 -0.0478
O 14.836 -3.8576 18.4481 0.0576 -0.06 -0.0653
O 4.6094 0.9461 14.8691 -0.049 -0.0718 -0.0623
O 7.3476 1.7262 13.6397 -0.2337 0.2493 -0.0857
O 4.9417 8.5554 15.3917 -0.0156 -0.0677 -0.0134
O 5.8073 5.9377 15.2124 -0.0537 0.0442 0.1663
O 5.3199 3.3444 15.9074 -0.0209 0.0501 -0.0116
O 9.5149 5.4833 19.8864 -0.0394 0.029 0.0161
O 16.4046 -0.6291 24.1005 -0.0303 0.0488 0.0244
O 13.5926 -2.1503 20.196 -0.008 0.0521 0.0205
O 8.9647 -0.7158 19.9014 0.0403 0.0216 0.0218
O 12.7743 4.0686 16.6033 0.0415 0.0356 -0.0565
O 10.416 4.4734 22.1448 0.0189 -0.1021 0.0813
O 13.8507 -1.636 17.6407 -0.018 -0.0016 -0.0237
O 14.3197 -1.4147 22.7544 0.0121 0.046 0.0324
O 12.3697 1.1717 23.5199 0.1259 0.0888 0.1567
O 12.4586 1.3277 20.8019 -0.0447 -0.0126 0.1182
O 16.5842 -2.444 22.0711 -0.0418 0.061 0.0323
O 12.3785 -0.9834 15.5447 -0.0621 0.0725 -0.0612
O 5.7438 -0.1394 20.908 0.0255 0.0588 -0.0097
O 9.1603 -2.332 21.9252 0.0114 0.0546 0.0152
O 14.2889 6.2647 15.9666 0.158 0.1925 -0.0799
O 14.703 6.4465 20.6847 -0.0224 0.0106 0.0087
O 9.4463 10.1183 24.4698 0.0547 0.0542 0.1504
O 12.215 6.3329 17.6443 -0.0045 -0.0385 0.0321
O 8.0045 9.9269 26.6701 -0.1461 0.1442 -0.079
O 12.5749 1.9279 18.1917 -0.0409 0.0046 0.047
O 11.9365 6.1852 20.6481 0.0436 -0.0176 0.0168
O 16.0652 -1.7901 19.4171 -0.0126 -0.0085 -0.0018
O 9.1319 7.7511 25.6574 0.0136 0.0511 0.1534
O 14.0354 6.1487 24.8782 0.0259 -0.0446 0.0694
O 14.958 1.6334 23.9087 -0.0754 0.0299 0.1
O 9.2255 -3.4245 19.5853 -0.0147 0.0441 0.0498
O 10.1764 0.733 21.9603 0.0401 0.0112 0.0356
O 11.9682 -1.0795 21.9827 0.0023 0.0839 -0.0005
O 6.5667 7.5447 17.1743 -0.0802 -0.1207 -0.0232
O 8.9791 6.1797 23.5489 0.1003 -0.079 0.0947
O 5.3239 6.207 19.203 0.1907 0.0212 -0.1571
O 11.5785 3.7194 19.8727 -0.0172 -0.0124 0.0457
O 10.1666 1.5558 19.4339 -0.0623 -0.053 0.1063
O 7.8757 1.4375 21.0309 0.0283 -0.0266 0.0173
O 14.5443 5.1458 18.3507 0.0371 0.0683 -0.0722
O 5.8342 1.5675 22.8587 -0.1382 0.0224 0.0827

Results
free energy: -121586.851 eV
free energy less fixed offsets of O -569.03, Si -635.61 eV per atom: 9.009 eV
pressure: -0.69 GPa
stress xx, yy, zz, yz, xz, xy (GPa, positive in tension): 0.2, 1.73, 0.12, -0.19, -0.13, 0.46

The program warned: the cutoff lies below the one the program advises for these potential files.
